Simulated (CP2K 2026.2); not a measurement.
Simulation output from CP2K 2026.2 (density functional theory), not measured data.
Periodic cell of 513 atoms, Si351O162, from a study of silicon, its oxide and their interface. The atomic structure is a simulated model.
Doubt: the forces sum to 3.41 eV/angstrom along one axis rather than to zero, so they err by at least 0.0067 eV/angstrom per atom on average; the grid cutoff is modest.

Settings
functional: PBE
method: Gaussian and plane waves
basis set: DZVP-MOLOPT-SR-GTH
pseudopotentials: GTH-PBE
grid cutoff: 300 Ry, relative cutoff 40 Ry
k points: Gamma only
occupations: fixed
spin: none
net charge: 0

Cell vectors (angstrom)
a 16.407 0 0
b 0 16.407 0
c -0.3726 -0.2553 34.1225

Atoms and the computed forces on them: element, x, y, z (angstrom), force x, y, z (eV/angstrom)
Si -0.306 15.694 33.984 -0.045 0.102 0.255
Si 1.684 2.94 33.967 0.078 -0.076 0.238
Si 16.318 5.453 0.383 0.014 0.008 0.094
Si 2.991 8.167 0.108 -0.116 0.03 0.178
Si 15.896 10.599 33.905 0.009 0.01 0.199
Si 2.351 13.723 0.008 0.079 -0.016 0.196
Si 5.187 0.059 0.007 0.013 -0.059 0.194
Si 7.445 2.428 33.998 0.04 0.088 0.213
Si 5.143 5.924 0.067 0.024 -0.171 0.195
Si 7.982 8.389 0.139 0.007 -0.053 0.195
Si 5.731 10.557 0.104 -0.002 0.069 0.244
Si 8.036 13.046 34.042 -0.096 0.079 0.244
Si 11.097 15.885 0.054 -0.063 0.15 0.221
Si 13.51 2.756 0.51 0.065 -0.074 0.158
Si 11.206 5.02 0.17 -0.126 0.169 0.112
Si 14.111 7.706 0.023 -0.068 0.008 0.184
Si 10.074 10.63 34.088 0.111 -0.059 0.238
Si 12.932 13.338 34.034 0.146 -0.09 0.241
Si 1.159 1.331 1.131 -0.005 -0.012 -0.051
Si 3.9 4.149 1.138 0 0.03 -0.047
Si 1.348 6.97 1.409 0.002 0.003 -0.036
Si 4.181 9.522 1.54 0.007 -0.003 -0.057
Si 1.256 12.102 1.291 -0.012 0.023 -0.05
Si 3.971 14.911 1.282 -0.013 0.013 -0.054
Si 6.53 1.414 1.376 0.004 -0.011 -0.053
Si 9.381 3.949 1.244 0.015 -0.014 -0.038
Si 6.765 6.847 1.463 -0.013 0.015 -0.052
Si 9.413 9.535 1.557 -0.014 0 -0.083
Si 6.822 12.225 1.329 -0.002 -0.013 -0.074
Si 9.442 14.877 1.349 0.019 -0.013 -0.08
Si 12.161 1.115 1.433 0.01 -0.009 -0.046
Si 15.019 4.036 1.718 -0.006 -0.004 -0.054
Si 12.298 6.772 1.302 0.014 -0.012 -0.052
Si 14.949 9.524 1.285 0.016 -0.023 -0.034
Si 12.121 12.051 1.232 -0.028 0.026 -0.051
Si 14.932 14.779 1.234 -0.017 -0.004 -0.06
Si -0.026 2.542 2.821 -0.009 0.002 0.013
Si 2.581 16.377 2.568 0.006 0.005 0.009
Si 16.332 8.257 2.751 0.024 -0.003 0.009
Si 2.671 5.478 2.7 0 -0.001 0.009
Si 16.278 13.47 2.666 -0.003 -0.001 0.017
Si 2.675 10.874 2.735 -0.005 0 0.013
Si 5.188 2.788 2.677 0.002 -0.003 -0.004
Si 8.022 16.354 2.608 0.004 -0.007 0.02
Si 5.456 8.145 2.921 0.01 0.005 0.016
Si 8.107 5.352 2.688 0.003 -0.006 0.001
Si 5.373 13.58 2.65 -0.002 0.001 0.006
Si 8.079 10.92 2.866 -0.003 0.006 0.01
Si 10.743 2.571 2.684 -0.005 -0.011 0.025
Si 13.618 16.181 2.703 -0.006 0.004 0.012
Si 10.883 8.099 2.7 0.002 -0.007 0.006
Si 13.531 5.434 2.854 -0.01 0.007 0.023
Si 10.823 13.487 2.696 -0.003 0.005 0.02
Si 13.51 10.785 2.666 0.002 0.001 0
Si 1.33 4.03 4.076 0.004 0.006 -0.003
Si 3.915 1.316 4.026 -0.002 -0.008 -0.003
Si 1.305 9.537 4.138 -0.011 -0.008 0.001
Si 4.025 6.749 4.162 -0.001 -0.003 -0.008
Si 1.239 14.953 3.97 -0.001 0 -0.005
Si 4.02 12.256 4.081 -0.002 0.002 0.005
Si 6.675 4.041 4.053 -0.004 -0.002 0.003
Si 9.397 1.238 4.062 0.006 0.007 0.005
Si 6.762 9.542 4.241 0.001 0.002 -0.015
Si 9.488 6.723 4.055 -0.003 -0.004 -0.002
Si 6.711 14.975 4.022 -0.001 -0.001 0.004
Si 9.484 12.241 4.174 -0.009 -0.004 -0.016
Si 12.129 3.975 4.075 0.004 0.006 0.004
Si 14.931 1.195 4.1 0.005 0.004 -0.001
Si 12.197 9.46 4.107 0.002 -0.001 -0.001
Si 14.955 6.83 4.113 -0.013 -0.003 0.006
Si 12.207 14.864 4.062 0.001 -0.003 -0.012
Si 14.89 12.163 4.054 0.009 0.004 -0.002
Si 16.311 16.264 5.445 -0.006 0.002 -0.001
Si 2.635 2.663 5.478 0.001 0.002 0
Si 16.318 5.392 5.423 0.001 -0.003 -0.008
Si 2.637 8.128 5.49 0.003 -0.004 -0.001
Si 16.292 10.871 5.466 0.001 0 0.001
Si 2.621 13.633 5.401 0.001 0.005 -0.002
Si 5.328 16.35 5.381 0 0.005 -0.005
Si 8.043 2.638 5.415 -0.004 -0.002 -0.001
Si 5.382 5.382 5.505 0 0.006 0.002
Si 8.151 8.104 5.481 0.003 0.006 0.003
Si 5.341 10.898 5.516 -0.001 -0.004 0.002
Si 8.08 13.636 5.455 0.004 -0.001 -0.001
Si 10.821 16.283 5.399 0 -0.007 -0.002
Si 13.546 2.615 5.412 -0.001 -0.004 0.002
Si 10.81 5.358 5.462 -0.007 -0.001 0
Si 13.577 8.14 5.498 0.003 0.004 -0.004
Si 10.843 10.832 5.489 -0.006 0.001 -0.001
Si 13.56 13.534 5.46 -0.003 0 0.001
Si 1.25 1.273 6.805 -0.002 -0.002 -0.001
Si 4.013 4.003 6.852 0.002 -0.001 0.001
Si 1.259 6.746 6.83 -0.001 0 -0.005
Si 3.988 9.503 6.859 -0.002 0 -0.003
Si 1.259 12.26 6.799 -0.001 0.001 -0.005
Si 3.985 14.985 6.786 -0.002 0 -0.003
Si 6.695 1.279 6.797 0.001 0.001 -0.002
Si 9.423 4 6.806 0 0.003 -0.001
Si 6.752 6.759 6.844 -0.002 0.002 -0.005
Si 9.489 9.47 6.86 0.002 -0.003 -0.003
Si 6.729 12.263 6.843 -0.001 0.001 -0.002
Si 9.462 14.968 6.824 0 0.001 -0.002
Si 12.18 1.256 6.783 -0.002 0.003 -0.004
Si 14.926 4.008 6.771 -0.001 0.002 -0.002
Si 12.194 6.738 6.821 0.003 -0.002 0.001
Si 14.941 9.503 6.855 -0.001 -0.001 0.002
Si 12.204 12.196 6.851 0.001 -0.001 -0.002
Si 14.933 14.919 6.815 0.003 -0.002 -0.003
Si 16.285 2.644 8.163 -0.003 0.001 -0.001
Si 2.627 16.333 8.181 0.001 0.004 -0.002
Si 16.3 8.115 8.202 0.003 -0.002 -0.001
Si 2.628 5.378 8.194 -0.001 0 -0.002
Si 16.302 13.587 8.201 -0.002 0.001 0
Si 2.609 10.88 8.189 0 -0.001 0
Si 5.367 2.637 8.211 0.001 -0.001 0.001
Si 8.082 16.335 8.175 0.002 -0.003 -0.001
Si 5.371 8.129 8.201 -0.001 0.002 0
Si 8.096 5.377 8.203 -0.002 0.002 -0.001
Si 5.348 13.624 8.187 0.001 0 -0.002
Si 8.099 10.862 8.189 -0.002 -0.001 0
Si 10.818 2.634 8.157 -0.001 -0.002 -0.001
Si 13.559 16.309 8.162 -0.002 0 0
Si 10.849 8.105 8.217 0.001 0.002 -0.001
Si 13.571 5.369 8.169 0 -0.001 -0.001
Si 10.825 13.583 8.189 -0.002 -0.001 0
Si 13.572 10.853 8.227 0 -0.002 0.001
Si 1.249 4.007 9.547 0.001 0 -0.001
Si 3.992 1.276 9.567 -0.001 -0.001 0.001
Si 1.251 9.502 9.559 -0.002 0.002 0
Si 3.992 6.755 9.555 0.001 0.001 -0.002
Si 1.263 14.963 9.553 0.001 -0.001 -0.002
Si 3.988 12.242 9.554 0 0 -0.001
Si 6.731 4.017 9.568 0 0.002 0
Si 9.455 1.286 9.543 -0.001 0.004 -0.003
Si 6.733 9.499 9.564 0.001 -0.001 0.001
Si 9.467 6.743 9.569 0.001 -0.001 -0.001
Si 6.727 14.968 9.56 -0.001 0.001 -0.001
Si 9.464 12.22 9.565 0 -0.001 -0.001
Si 12.196 4.001 9.53 0 0.001 -0.002
Si 14.923 1.276 9.537 0.001 0 0.001
Si 12.204 9.48 9.585 0.002 -0.001 0.002
Si 14.923 6.744 9.555 0 0.001 0
Si 12.201 14.952 9.547 0.001 0.001 -0.001
Si 14.937 12.226 9.576 0.001 0.001 0.002
Si -0.112 16.321 10.916 0.001 0.001 -0.001
Si 2.615 2.642 10.924 0 0 0
Si -0.115 5.379 10.918 0.001 -0.001 -0.001
Si 2.624 8.131 10.916 0.002 0.001 -0.002
Si -0.114 10.857 10.941 -0.001 -0.003 0.002
Si 2.621 13.597 10.931 0 0 -0.002
Si 5.364 16.325 10.937 0.002 0 -0.001
Si 8.11 2.66 10.922 0.003 0 0.001
Si 5.353 5.387 10.924 -0.004 -0.001 0
Si 8.101 8.127 10.928 -0.001 0 -0.001
Si 5.361 10.871 10.921 -0.001 0.001 0.001
Si 8.094 13.589 10.929 0 -0.004 0
Si 10.825 16.318 10.905 -0.002 -0.002 -0.001
Si 13.56 2.64 10.913 0 0 0
Si 10.844 5.372 10.914 0 0 -0.002
Si 13.567 8.112 10.942 0 -0.001 0.002
Si 10.833 10.861 10.941 0 0.001 0
Si 13.568 13.598 10.933 0 0.002 0.002
Si 1.254 1.267 12.294 0.002 -0.001 0
Si 3.983 4.015 12.284 0 0 -0.001
Si 1.243 6.769 12.278 0 0.001 -0.003
Si 3.988 9.503 12.279 0.002 -0.002 -0.001
Si 1.246 12.235 12.302 0.002 0.001 0.002
Si 3.995 14.952 12.301 0.001 -0.002 0
Si 6.745 1.295 12.281 -0.004 0.002 -0.001
Si 9.489 4.012 12.29 0.003 0.003 0
Si 6.721 6.76 12.284 0.001 -0.001 0
Si 9.462 9.496 12.306 0.001 -0.001 0.001
Si 6.727 12.225 12.306 0.002 0 0.001
Si 9.476 14.95 12.289 -0.001 0.004 -0.003
Si 12.194 1.266 12.277 -0.001 0.001 -0.001
Si 14.928 4.011 12.289 0.002 0.001 0.001
Si 12.191 6.743 12.296 0.002 -0.002 -0.001
Si 14.923 9.495 12.307 0.002 0.001 0.002
Si 12.203 12.238 12.307 -0.001 -0.001 0.001
Si 14.939 14.957 12.303 0.002 0 0.002
Si -0.117 2.628 13.654 0.004 -0.004 0.002
Si 2.622 -0.102 13.672 0.003 0 0.002
Si -0.123 8.128 13.668 0.001 -0.001 0.003
Si 2.607 5.395 13.63 -0.002 0.002 0
Si -0.11 13.597 13.696 0 0.002 0.002
Si 2.611 10.859 13.646 0.002 0 -0.001
Si 5.364 2.647 13.642 0 0.004 0
Si 8.12 -0.072 13.637 0.006 -0.002 0
Si 5.358 8.144 13.646 -0.003 0 0
Si 8.108 5.39 13.626 0.001 -0.002 -0.001
Si 5.355 13.587 13.675 -0.001 -0.002 0.001
Si 8.105 10.868 13.686 -0.001 -0.001 0.003
Si 10.853 2.634 13.658 -0.002 0.001 0.003
Si 13.552 -0.097 13.658 0 0 -0.002
Si 10.833 8.128 13.662 0 -0.003 -0.001
Si 13.558 5.38 13.661 -0.003 0.002 0.002
Si 10.845 13.604 13.688 -0.001 0.001 0.003
Si 13.571 10.88 13.679 -0.003 0.003 0
Si 1.252 4.012 14.994 0 0.002 -0.004
Si 4.01 1.266 15.011 0.001 0.001 -0.004
Si 1.239 9.513 15.025 0.002 0.001 0.005
Si 3.974 6.771 14.982 0.001 -0.005 0.004
Si 1.261 14.955 15.079 -0.002 0.005 0.003
Si 3.954 12.221 15.028 0.006 -0.006 0.005
Si 6.762 4.004 14.982 0.003 0.003 -0.001
Si 9.512 1.249 15.028 -0.003 -0.001 0
Si 6.711 9.51 15.041 -0.003 0.004 0.005
Si 9.442 6.767 15.008 0.002 0 -0.003
Si 6.748 14.982 14.992 -0.004 -0.001 0.002
Si 9.482 12.242 15.061 0.001 0.002 -0.002
Si 12.219 3.993 15.035 0.004 0.001 0.002
Si 14.903 1.268 15.022 0.001 -0.002 0.001
Si 12.198 9.51 15.026 0 -0.001 0
Si 14.899 6.769 15.03 0.004 0 0
Si 12.235 14.945 15.08 0.002 0 0.006
Si 14.928 12.238 15.082 -0.001 -0.004 0.005
Si -0.156 -0.081 16.404 -0.001 0.005 0.004
Si 2.658 2.663 16.342 -0.006 -0.005 0.003
Si -0.168 5.339 16.345 0.009 0.012 0
Si 2.587 8.117 16.357 0.008 0.01 0.006
Si -0.098 10.878 16.442 -0.006 -0.004 -0.001
Si 2.608 13.553 16.457 0.006 -0.002 -0.01
Si 5.371 -0.112 16.387 0.004 0.008 -0.003
Si 8.109 2.597 16.347 0.014 0.007 0.003
Si 5.396 5.413 16.287 -0.003 -0.007 0
Si 8.089 8.143 16.399 -0.001 -0.009 -0.008
Si 5.322 10.883 16.398 -0.004 0.001 0.015
Si 8.123 13.669 16.378 -0.006 -0.014 0.011
Si 10.905 -0.071 16.45 -0.007 -0.004 0
Si 13.582 2.628 16.44 -0.002 0 -0.001
Si 10.81 5.373 16.329 0 0.001 0.005
Si 13.561 8.177 16.413 -0.012 -0.011 0.004
Si 10.866 10.871 16.429 0.007 0.006 0
Si 13.579 13.584 16.506 0.01 0.009 0.009
Si 1.197 1.37 17.671 -0.004 -0.008 -0.02
Si 4.115 4.012 17.644 0.017 0.012 -0.02
Si 1.204 6.69 17.654 -0.004 -0.01 -0.021
Si 3.924 9.489 17.741 0.015 -0.008 -0.017
Si 1.217 12.235 17.89 0.001 0 -0.002
Si 4.004 14.932 17.77 -0.004 0 -0.012
Si 6.786 1.208 17.743 -0.012 -0.005 -0.008
Si 9.47 3.971 17.681 -0.004 -0.014 -0.027
Si 6.695 6.758 17.721 -0.019 0.012 -0.008
Si 9.43 9.555 17.757 -0.004 0.009 -0.009
Si 6.665 12.374 17.688 -0.002 -0.017 -0.004
Si 9.564 14.943 17.794 0.007 0.007 -0.016
Si 12.269 1.281 17.878 -0.004 -0.007 -0.01
Si 14.918 4.017 17.812 -0.002 0 -0.01
Si 12.123 6.79 17.672 0.01 0.005 -0.042
Si 14.964 9.519 17.825 0.011 0.004 -0.015
Si 12.25 12.158 17.89 -0.006 -0.003 -0.013
Si 14.963 14.959 17.885 -0.005 0.004 -0.005
Si -0.032 2.743 19.204 0.022 -0.012 0.043
Si 2.502 -0.103 18.924 0.007 0.027 0.06
Si -0.131 8.006 19.09 -0.006 0.008 0.046
Si 2.686 5.369 18.902 -0.001 0.003 0.051
Si -0.093 13.61 19.358 0 0.023 0.066
Si 2.563 10.813 19.202 0.02 -0.011 0.056
Si 5.448 2.629 19.056 -0.005 -0.011 0.056
Si 8.215 -0.1 19.155 -0.005 0.005 0.048
Si 5.326 8.129 19.088 -0.006 0.028 0.049
Si 8.049 5.313 18.997 0.026 -0.012 0.069
Si 5.363 13.654 19.247 0 -0.006 0.045
Si 8.037 11.028 18.993 -0.011 0.006 0.07
Si 10.848 2.688 19.145 -0.006 0.011 0.059
Si 13.65 -0.059 19.31 0.01 -0.01 0.053
Si 10.767 8.14 19.084 0.015 -0.012 0.067
Si 13.453 5.413 19.044 -0.008 0.008 0.061
Si 10.858 13.533 19.226 -0.003 -0.001 0.052
Si 13.697 10.875 19.338 -0.012 -0.002 0.037
Si 1.74 3.839 20.405 -0.125 0.073 -0.163
Si 3.746 1.407 20.105 0.071 0.012 -0.181
Si 1.429 9.105 20.434 -0.046 0.073 -0.18
Si 3.716 6.923 20.304 0.102 -0.034 -0.187
Si 1.14 15.255 20.56 0.02 -0.084 -0.241
Si 4.145 12.015 20.488 -0.054 0.06 -0.259
Si 7.059 3.718 20.43 -0.098 0.075 -0.212
Si 9.358 1.499 20.506 0.065 -0.073 -0.218
Si 6.412 9.885 20.2 -0.016 -0.042 -0.194
Si 9.495 6.554 20.307 -0.013 0.112 -0.18
Si 7.07 14.784 20.533 -0.07 0.021 -0.232
Si 9.188 12.424 20.543 0.042 -0.036 -0.256
Si 11.812 4.43 20.409 0.045 -0.069 -0.197
Si 15.343 1.131 20.557 -0.09 -0.011 -0.199
Si 12.443 9.186 20.384 -0.049 0.042 -0.243
Si 14.628 6.894 20.393 0.067 -0.041 -0.191
Si 12.446 14.692 20.54 -0.007 0.079 -0.246
Si 14.78 12.521 20.865 0.107 -0.11 -0.218
Si 3.167 5.116 22.622 -0.03 0.042 -0.015
Si 1.932 6.075 27.256 0.027 0.046 -0.03
Si 0.297 9.022 23.388 0.03 -0.125 -0.014
Si 1.697 13.329 28.318 0.061 0.013 -0.045
Si 2.575 13.528 22.847 -0.022 0.068 -0.061
Si 5.489 0.363 22.374 0.031 -0.043 -0.05
Si 5.988 7.812 24.79 -0.048 0.025 0.009
Si 6.876 4.828 25.352 0.081 0.02 0.019
Si 9.912 13.589 26.599 0.041 0.015 -0.03
Si 11.293 0.226 22.675 -0.023 0.018 -0.027
Si 12.518 4.421 23.448 -0.025 0.133 0.068
Si 14.751 6.569 23.317 -0.047 -0.017 0.002
Si 10.479 10.301 22.589 -0.079 0.05 -0.097
Si 11.657 16.119 25.706 0.08 -0.022 -0.005
Si 1.859 16.175 29.48 0.061 0.021 -0.067
Si 10.662 4.603 28.072 -0.045 -0.023 0.076
Si 2.864 7.423 24.689 0.033 0.011 -0.042
Si 6.735 11.4 28.615 0.02 0.035 0.009
Si 3.768 11.509 29.006 0.075 0.024 -0.026
Si 16.002 13.784 26.311 -0.01 -0.027 0.072
Si 5.647 3.419 22.967 0.001 0.055 0.009
Si 9.762 3.964 25.217 -0.005 -0.11 -0.033
Si 6.652 3.183 27.88 -0.025 0.093 0
Si 7.836 9.596 26.61 -0.017 -0.05 -0.02
Si 8.075 8.339 22.393 -0.041 -0.02 -0.017
Si 7.154 15.04 26.319 -0.038 0.069 -0.015
Si 13.962 1.882 23.212 0.01 0.026 0.087
Si 12.093 2.036 27.71 0.007 0.007 0.063
Si 13.29 10.046 29.636 0.002 0.038 0.017
Si 10.338 10.905 25.443 -0.049 -0.002 0.066
Si 14.756 0.048 25.607 -0.057 0.036 0.07
Si 3.016 0.496 26.929 0.053 0.016 -0.069
Si 4.552 15.128 24.799 -0.016 -0.079 -0.017
Si 15.475 8.682 27.96 -0.027 -0.024 -0.024
Si 2.482 3.216 27.65 -0.039 -0.017 -0.053
Si 14.579 14.189 29.211 -0.016 -0.005 -0.058
Si 1.206 10.508 29.122 -0.045 -0.059 -0.033
Si 3.027 1.205 31.896 0.031 0.038 -0.029
Si 6.967 14.541 29.155 -0.076 0.058 -0.043
Si 10.854 3.38 31.81 0.056 0.13 -0.02
Si 8.423 1.298 26.523 0.043 0.059 -0.028
Si 9.737 8.287 32.038 0.009 0.116 0.091
Si 8.595 4.346 29.963 -0.099 0.129 0.016
Si 12.402 16.011 29.586 0.003 -0.008 0.008
Si 13.48 4.609 27.847 0.025 0.005 0.013
Si 15.481 6.303 26.156 0.027 0.041 -0.004
Si 10.989 11.327 28.235 0.015 0.027 -0.052
Si 0.552 6.784 29.859 0.002 -0.019 -0.14
Si 0.382 1.252 27.433 -0.101 -0.014 -0.065
Si 4.335 3.014 29.921 0.003 0.008 -0.013
Si 1.124 9.012 31.89 0.026 0.065 -0.054
Si 6.248 4.521 31.826 0.068 -0.074 0.004
Si -0.123 12.016 23.772 -0.042 0.073 -0.047
Si 3.936 12.177 32.148 -0.032 -0.031 0.006
Si 9.376 0.89 32.228 0.011 -0.048 -0.102
Si 14.629 5.169 30.604 -0.039 0.102 0.006
Si 6.164 14.425 32.074 0.122 -0.019 -0.065
Si 12.579 7.587 31.344 0.026 -0.007 -0.005
Si 13.823 2.674 31.73 -0.018 -0.051 0.015
Si 14.664 0.017 31.141 0.002 -0.075 0.001
Si 8.692 9.501 29.366 0.016 -0.057 0.004
Si 9.312 -0.014 29.344 -0.054 0.097 -0.066
Si 14.391 12.073 31.622 0.007 0.053 0.013
O 15.396 16.046 32.535 0.134 0.267 -0.195
O 15.27 15.512 29.916 0.094 0.201 0.129
O 4.224 1.739 30.927 0.093 0.058 -0.258
O 2.097 2.437 32.438 0.032 -0.143 -0.298
O 0.547 4.128 33.689 -0.051 -0.043 -0.303
O 14.838 6.241 33.769 0.127 -0.21 -0.381
O 2.402 8.897 32.9 -0.105 -0.12 -0.07
O 3.546 6.66 33.716 0.048 0.139 0.253
O 15.51 11.792 32.8 -0.118 -0.033 -0.072
O -0.089 9.317 32.939 -0.048 -0.063 0.067
O 2.515 12.623 32.809 -0.033 -0.222 -0.205
O 0.913 14.627 33.618 -0.016 -0.18 0.221
O 3.631 0.539 33.247 -0.017 0.311 0.229
O 5.938 15.691 33.052 0.051 0.195 0.275
O 8.112 1.167 33.194 -0.003 -0.14 -0.156
O 6.672 3.272 32.799 -0.205 0.132 -0.037
O 5.688 5.661 32.813 -0.187 0.249 -0.187
O 5.277 2.812 28.622 -0.233 -0.306 -0.076
O 13.482 6.32 30.831 0.061 0.028 -0.288
O 8.614 7.603 33.033 -0.028 -0.204 -0.048
O 4.606 10.909 32.9 -0.104 -0.161 -0.133
O 6.469 9.195 33.666 -0.001 0.214 -0.299
O 9.11 11.876 33.584 0.044 -0.027 -0.473
O 7.502 13.644 32.586 -0.043 -0.195 0.012
O 8.889 0.834 30.675 -0.209 0.237 0.081
O 10.059 15.908 32.691 -0.346 -0.219 -0.025
O 14.734 1.633 30.857 -0.019 0.103 -0.067
O 13.744 1.976 33.196 0.214 -0.339 -0.116
O 14.575 4.102 31.827 0.223 0.168 0.211
O 12.449 3.949 0.175 0.095 -0.089 0.115
O 13.288 8.126 32.713 0.284 0.353 -0.124
O 10.315 9.675 32.738 0.035 0.11 -0.258
O 11.011 7.301 31.733 0.034 -0.04 0.113
O 13.187 12.75 32.497 -0.047 0.117 -0.036
O 11.892 14.568 33.782 0 0.065 -0.175
O 2.816 5.95 23.974 0.218 -0.357 0.126
O 1.771 4.652 21.872 -0.153 0.287 0.336
O 4.28 0.412 21.299 -0.054 -0.279 0.087
O 2.704 2.532 20.711 -0.015 -0.051 0.083
O -0.001 10.433 24.139 -0.039 -0.063 0.387
O 0.68 9.461 21.853 -0.108 0.318 0.025
O 2.622 8.041 20.834 -0.201 0.065 0.342
O 4.102 6.086 21.674 0.273 0.037 0.134
O 1.935 14.718 21.912 0.213 -0.174 -0.153
O 0.026 -0.022 21.063 0.1 -0.03 -0.083
O 5.286 10.887 20.888 0.037 -0.095 -0.057
O 3.502 12.573 21.899 -0.037 0.331 -0.012
O 8.233 2.643 20.895 0.084 0.097 -0.052
O 6.448 4.316 21.848 -0.133 0.121 0.042
O 10.025 0.944 21.929 0.053 -0.076 -0.036
O 10.898 2.983 28.331 -0.005 -0.193 0.339
O 7.311 9.374 21.441 0.228 0.191 -0.077
O 6.98 7.979 23.519 0.012 -0.144 -0.131
O 10.653 5.519 20.855 -0.166 -0.198 0.025
O 11.037 4.145 24.167 -0.006 -0.13 0.002
O 8.122 13.601 21.072 0.179 0.051 -0.134
O 6.589 15.675 21.857 0.094 0.171 0.326
O 11.109 10.627 24.052 0.231 0.108 0.049
O 9.765 11.587 21.855 0.18 0.054 0.248
O 12.403 4.012 21.873 0.325 0.007 0.111
O 13.613 3.298 23.963 -0.098 -0.166 0.429
O 14.897 2.011 21.884 -0.086 0.406 0.193
O 13.522 8.032 20.899 0.103 0.106 0.079
O 11.752 9.813 21.725 0.125 -0.001 0.067
O 15.293 8.149 23.395 -0.045 0.007 0.107
O 15.146 6.129 21.786 0.424 -0.148 0.127
O 11.661 15.27 21.868 -0.012 -0.128 0.162
O 10.987 -0.159 24.226 -0.268 -0.064 0.075
O 15.373 12.201 22.396 -0.132 0.11 -0.068
O 13.548 13.598 21.123 -0.291 0.147 0.309
O 0.889 2.819 27.45 -0.08 -0.011 0.206
O 6.99 1.942 26.914 -0.091 -0.084 -0.003
O 1.619 8.31 24.079 0.163 -0.161 -0.067
O 0.415 5.716 26.819 0.168 0.001 0.124
O 4.378 8.086 24.521 0.013 0.346 0.169
O 2.592 7.216 26.3 0.119 0.105 0.137
O 1.04 10.129 30.704 -0.169 0.399 0.128
O 1.353 12.672 23.501 0.321 0.034 0.161
O 1.152 13.642 26.809 0.304 0.242 0.108
O 3.542 14.082 24.056 0.155 -0.087 0.202
O 4.893 -0.074 23.792 0.086 0.046 0.016
O 6.023 1.881 22.58 0.276 -0.019 -0.187
O 10.235 4.773 26.532 -0.023 0.209 -0.017
O 8.417 4.789 24.767 -0.015 0.188 -0.31
O 7.401 11.077 27.164 -0.03 0.178 -0.039
O 6.149 6.26 25.211 -0.18 -0.001 0.071
O 10.05 12.514 25.385 -0.164 -0.026 -0.095
O 9.015 9.932 25.534 0.019 -0.136 -0.409
O 12.579 1.206 22.688 0.09 0.007 -0.403
O 6.702 4.515 26.949 0.136 0.219 -0.063
O 12.085 5.355 28.276 0.004 0.066 -0.35
O 13.197 5.948 23.578 0.037 -0.001 0.238
O 15.345 7.915 26.519 0.074 0.078 0.017
O 15.595 5.956 24.571 0.093 -0.307 -0.091
O 10.407 12.833 27.972 0.046 0.004 0.065
O 9.425 9.097 22.864 -0.052 0.141 -0.089
O 11.527 1.157 26.457 0.118 0.195 -0.235
O 10.837 14.921 26.437 -0.126 0.269 0.299
O 1.52 14.59 29.325 -0.147 -0.084 0.013
O 3.153 0.08 28.516 0.133 -0.317 0.253
O 15.758 15.186 25.525 0.15 0.194 -0.389
O 5.011 4.197 30.81 0.058 0.192 -0.066
O 7.543 5.07 30.977 0.02 0.007 0.179
O 2.796 4.707 27.087 0.232 0.121 0.287
O 1.805 6.529 28.833 -0.144 0.059 -0.133
O 5.181 11.029 28.45 -0.161 -0.343 -0.213
O 0.852 12.092 28.979 0.048 0.03 0.509
O 2.757 10.273 28.698 0.198 -0.164 0.214
O 3.861 15.853 26.072 -0.001 -0.085 0.079
O 5.983 14.492 25.307 0.321 -0.21 -0.03
O 7.772 3.318 29.031 0.211 -0.013 -0.195
O 6.103 3.696 24.491 -0.035 -0.128 0.024
O 9.679 3.44 30.719 0.16 -0.506 -0.216
O 9.275 2.408 25.619 0.176 -0.073 -0.246
O 9.513 5.304 29.006 0.153 0.262 -0.048
O 4.056 3.781 22.93 -0.248 -0.329 0.107
O 8.371 8.749 27.928 -0.064 -0.29 0.086
O 8.578 7.007 21.604 0.118 0.089 0.116
O 6.899 12.934 29.044 -0.048 -0.089 -0.162
O 7.396 10.429 29.746 0.143 0.162 0.273
O 7.944 -0.048 25.711 -0.085 0.045 -0.336
O 8.327 13.95 26.588 -0.028 -0.132 0.108
O 13.259 15.81 25.755 0.031 -0.027 0.17
O 14.779 0.94 24.257 0.058 -0.333 0.009
O 13.204 3.128 27.202 -0.045 -0.003 -0.114
O 15.284 0.988 26.861 0.03 0.032 -0.093
O 14.176 9.562 28.353 0.032 -0.275 -0.281
O 15.725 7.554 29.108 -0.155 -0.45 -0.069
O 11.24 10.614 26.777 0.13 -0.078 -0.033
O 12.375 11.276 29.08 -0.159 0.023 0.342
O 12.746 0.986 28.767 -0.009 0.029 0.037
O 13.033 14.656 28.914 -0.2 -0.162 -0.149
O 1.434 0.4 26.494 -0.067 -0.046 -0.098
O 3.264 12.863 28.225 -0.021 0.041 0.05
O 0.627 0.712 28.958 -0.185 -0.019 0.239
O 15.664 12.662 25.161 0.01 -0.021 -0.04
O 1.097 7.587 31.145 0.193 -0.037 0.268
O -0.19 5.518 30.529 0.197 -0.163 -0.004
O 3.371 2.1 26.817 -0.113 -0.141 0.038
O 2.856 3.264 29.26 -0.023 -0.215 0.321
O 15.151 13.744 27.735 -0.011 -0.065 0.146
O 14.752 13.032 30.351 0.053 -0.063 -0.023
O 3.752 11.797 30.597 0.245 0.06 0.279
O 0.351 9.672 28.028 0.057 -0.055 -0.044
O 2.164 0.111 31.041 -0.163 -0.053 0.114
O 8.505 14.996 29.321 0.268 -0.069 -0.34
O 6.419 15.265 27.789 0.164 0.312 -0.049
O 10.632 4.772 32.645 0.031 0.077 -0.227
O 4.889 13.466 32.281 -0.082 0.069 0.327
O 6.191 14.946 30.529 -0.002 0.076 0.038
O 8.996 8.519 30.603 -0.306 -0.094 0.018
O 12.324 3.076 31.161 -0.017 -0.258 0.105
O 10.478 2.028 32.636 0.22 0.013 -0.247
O 13.037 16.116 31.1 0.063 -0.24 0.021
O 10.817 15.884 29.584 -0.118 0.156 -0.09
O 6.574 8.819 25.938 -0.24 0.134 0.309
O 14.189 5.538 26.743 0.084 0.089 -0.322
O 14.349 4.412 29.19 0.24 0.225 0.057
O 9.131 0.804 27.936 0.154 -0.072 0.125
O 9.951 10.494 29.146 0.032 0.071 0.139
O 12.511 8.728 30.182 -0.043 -0.16 -0.201
O 14.094 10.626 30.928 -0.139 -0.181 -0.139

Results
total energy: -108575.945 eV
total energy less fixed offsets of O -438.25, Si -107.07 eV per atom: 2.125 eV
